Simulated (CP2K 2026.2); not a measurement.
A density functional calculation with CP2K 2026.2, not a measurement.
Periodic cell of 504 atoms, Si360O144, from a study of silicon, its oxide and their interface. The atomic structure is a simulated model.
Doubt: the forces sum to 1.83 eV/angstrom along one axis rather than to zero, so they err by at least 0.0036 eV/angstrom per atom on average; the grid cutoff is modest.

Settings
functional: PBE
method: Gaussian and plane waves
basis set: DZVP-MOLOPT-SR-GTH
pseudopotentials: GTH-PBE
grid cutoff: 300 Ry, relative cutoff 40 Ry
k points: Gamma only
occupations: fixed
spin: none
net charge: 0

Cell vectors (angstrom)
a 16.32 0 0
b 0 16.32 0
c 2.2505 5.2133 33.8406

Atoms and the computed forces on them: element, x, y, z (angstrom), force x, y, z (eV/angstrom)
Si 1.129 -0.984 -0.085 0.16 -0.314 0.726
Si 3.858 1.569 0.497 -0.05 -0.027 0.72
Si 1.857 3.851 0.046 -0.396 0.144 0.76
Si 4.329 6.412 0.123 -0.071 0.254 0.708
Si 1.034 -6.615 -0.175 0.225 -0.176 0.75
Si 4.452 -4.373 -0.16 -0.326 0.212 0.716
Si 7.099 -1.583 0.024 -0.169 0.132 0.793
Si 9.905 1.136 0.181 -0.14 0.063 0.725
Si 6.477 4.135 0.102 0.259 -0.052 0.65
Si 9.719 6.536 0.051 -0.187 0.17 0.754
Si 6.644 9.699 0.129 0.135 -0.148 0.776
Si -7.084 -3.853 0.136 0.14 -0.049 0.763
Si -4.237 -1.056 0.308 -0.037 -0.137 0.732
Si -1.21 1.137 0.14 -0.007 0.224 0.693
Si -4.251 4.447 0.068 0.121 -0.31 0.743
Si -1.762 6.936 -0.055 0.272 -0.082 0.707
Si -3.875 -7.054 -0.057 -0.183 0.13 0.774
Si -1.168 -4.349 -0.012 -0.077 0.2 0.79
Si 2.582 -0.027 1.511 -0.031 -0.02 -0.028
Si 5.422 2.772 1.669 0.012 0.02 -0.041
Si 2.816 5.362 1.548 0.005 -0.021 -0.044
Si 5.433 8.104 1.323 0.005 0.012 -0.037
Si 2.724 -5.473 1.091 0.009 0.007 -0.031
Si 5.449 -2.737 1.265 -0.001 0.001 -0.061
Si 8.217 0 1.369 -0.002 -0.009 -0.057
Si -5.294 2.76 1.388 0 0.045 -0.054
Si 8.141 5.335 1.303 -0.009 -0.002 -0.044
Si -5.459 8.164 1.325 0.012 -0.021 -0.048
Si 8.116 -5.404 1.476 -0.016 0.023 -0.05
Si -5.457 -2.72 1.408 -0.015 0.015 -0.046
Si -2.683 0.064 1.6 0 0.002 -0.017
Si 0.025 2.816 1.233 0.024 -0.011 -0.066
Si -2.79 5.54 1.501 -0.009 0.005 -0.05
Si -0.049 8.083 1.163 0.007 0.023 -0.064
Si -2.724 -5.504 1.309 0.014 -0.012 -0.036
Si 0.035 -2.7 1.185 -0.011 0.006 -0.02
Si 1.258 1.425 2.773 0.005 0.049 0.024
Si 4.098 4.103 3.01 -0.023 -0.027 0.036
Si 1.325 6.802 2.64 0.001 0.029 -0.008
Si 4.014 9.496 2.598 -0.001 0.03 0.015
Si 1.417 -4.077 2.545 -0.004 -0.018 0.004
Si 4.071 -1.412 2.679 0.023 0.003 -0.001
Si 6.855 1.319 2.778 0.016 -0.019 0.016
Si 9.533 4.041 2.707 0.006 -0.002 0.029
Si 6.826 6.763 2.687 0.013 -0.015 0.007
Si 9.531 -6.795 2.713 -0.01 -0.012 0.004
Si 6.733 -4.045 2.775 -0.005 0.019 0.035
Si -6.792 -1.35 2.792 -0.009 -0.002 0.041
Si -4.013 1.469 2.868 -0.031 -0.011 0.026
Si -1.333 4.124 2.678 -0.013 -0.04 0.001
Si -4.151 6.874 2.819 -0.012 0.021 0.017
Si -1.35 -6.871 2.65 -0.006 -0.028 0.028
Si -4.072 -4.124 2.681 0.001 0.008 -0.004
Si -1.307 -1.435 2.727 0.035 0.002 0.001
Si -0.032 -0.006 4.112 -0.015 0.018 -0.029
Si 2.669 2.69 4.187 0.003 -0.002 -0.006
Si 0.002 5.465 4.059 0.01 0 0.003
Si 2.683 8.17 4.013 0.015 -0.011 0.006
Si 0.032 -5.444 3.95 0.011 -0.002 -0.025
Si 2.722 -2.77 4.03 -0.015 0.002 0.002
Si 5.434 -0.045 4.065 -0.013 0.003 0.005
Si 8.203 2.698 4.116 0.002 0.008 -0.014
Si 5.502 5.507 4.189 0 -0.004 0.004
Si 8.164 -8.174 4.055 -0.008 -0.009 -0.014
Si 5.366 -5.473 4.036 0.007 0.005 -0.008
Si 8.137 -2.708 4.122 0.013 -0.003 -0.012
Si -5.415 0.031 4.122 -0.017 -0.014 -0.019
Si -2.644 2.807 4.153 0.006 0.011 0.017
Si -5.488 5.442 4.106 0.02 -0.007 -0.013
Si -2.713 8.189 4.11 -0.003 0.007 -0.01
Si -5.428 -5.447 4.075 0.015 -0.003 0.006
Si -2.706 -2.771 4.055 0 0.003 0.018
Si 1.356 -1.363 16.326 0.009 0.002 -0.006
Si 4.07 1.363 16.341 0.011 -0.004 0.003
Si 1.361 4.088 16.347 -0.002 -0.003 -0.004
Si 4.079 6.791 16.327 0.004 -0.002 -0.002
Si 1.375 -6.808 16.347 0.001 -0.006 -0.001
Si 4.06 -4.089 16.338 -0.001 0.002 -0.006
Si 6.76 -1.378 16.278 -0.008 -0.006 -0.013
Si -6.793 1.364 16.302 0.017 0 -0.007
Si 6.776 4.07 16.327 0.001 -0.003 -0.012
Si -6.801 6.812 16.324 0.003 0.007 0.008
Si 6.778 -6.804 16.297 -0.014 -0.004 -0.014
Si -6.808 -4.098 16.273 0.002 -0.006 -0.01
Si -4.065 -1.332 16.287 -0.013 0.006 -0.013
Si -1.325 1.372 16.325 0.002 -0.002 -0.002
Si -4.055 4.099 16.309 0.007 0.005 0.002
Si -1.343 6.809 16.356 -0.021 0.01 -0.003
Si -4.094 9.492 16.296 -0.002 -0.002 -0.009
Si -1.348 -4.06 16.314 -0.008 0.016 -0.003
Si 2.701 0 17.687 -0.014 0.009 0.021
Si 5.428 2.714 17.723 0.004 -0.009 -0.008
Si 2.731 5.44 17.706 -0.004 0.011 0.005
Si 5.41 8.184 17.672 0.023 0.005 0.016
Si 2.688 -5.421 17.729 0.005 0.006 0.001
Si 5.468 -2.768 17.678 0.019 0.009 0.019
Si 8.076 0.033 17.6 -0.001 0.009 -0.013
Si -5.401 2.721 17.643 -0.025 -0.02 0.021
Si 8.139 5.446 17.651 -0.003 -0.003 0.013
Si -5.449 8.17 17.71 -0.013 0.007 0.008
Si 8.18 -5.487 17.635 0.009 0.014 -0.01
Si -5.483 -2.674 17.581 0.013 -0.005 0.014
Si -2.658 -0.023 17.66 0.008 -0.001 -0.008
Si 0.004 2.74 17.722 0 -0.01 0.014
Si -2.697 5.435 17.709 0.011 -0.025 -0.002
Si 0.035 -8.164 17.729 -0.011 0.005 0.023
Si -2.722 -5.456 17.6 0.002 -0.003 0.01
Si 0.009 -2.714 17.711 -0.025 -0.007 0
Si 1.339 1.353 19.082 0.008 -0.018 -0.03
Si 4.061 4.069 19.082 -0.012 0.004 0.008
Si 1.41 6.787 19.113 -0.006 0.003 -0.007
Si 4.064 -6.777 19.066 0.018 0.001 -0.011
Si 1.308 -4.079 19.123 0.009 -0.031 -0.015
Si 4.088 -1.39 18.984 -0.018 0.004 -0.049
Si 6.794 1.349 19.08 0.013 -0.005 -0.024
Si -6.828 4.044 18.966 -0.003 -0.001 -0.044
Si 6.791 6.836 19.005 0.018 0.002 -0.033
Si -6.834 9.518 19.085 0 -0.011 -0.014
Si 6.868 -4.157 19.02 -0.01 0.01 -0.033
Si 9.406 -1.336 18.9 -0.009 -0.041 -0.024
Si -3.969 1.383 18.971 -0.002 0.035 -0.01
Si -1.317 4.121 19.121 -0.009 0.019 -0.012
Si -4.077 6.793 19.039 0.015 -0.004 -0.006
Si -1.338 -6.736 19.013 0.001 0.027 -0.028
Si -4.123 -4.074 18.859 -0.002 -0.01 -0.036
Si -1.337 -1.373 19.095 -0.003 0.023 0.005
Si 0.003 -0.009 20.508 0.007 0.016 0.046
Si 2.716 2.7 20.462 -0.017 -0.024 0.046
Si 0.102 5.421 20.541 -0.003 -0.027 0.03
Si 2.685 8.246 20.473 -0.025 0.017 0.033
Si -0.102 -5.368 20.542 -0.042 -0.015 0.049
Si 2.771 -2.751 20.381 0.016 -0.003 0.048
Si 5.413 -0.047 20.385 -0.005 -0.001 0.058
Si 8.164 2.723 20.424 0.011 0.007 0.08
Si 5.401 5.508 20.355 0.015 0.01 0.044
Si 8.16 8.113 20.466 0.004 -0.025 0.066
Si 5.547 -5.53 20.408 0.017 -0.015 0.042
Si 8.164 -2.724 20.36 0 0.013 0.061
Si -5.493 0.041 20.106 0.001 0.025 0.007
Si -2.637 2.703 20.462 0.011 -0.022 0.022
Si -5.465 5.385 20.316 -0.003 -0.021 0.031
Si -2.672 -8.143 20.316 0.015 -0.004 0.04
Si -5.481 -5.313 20.297 -0.007 0.006 0.059
Si -2.768 -2.82 20.276 0.029 -0.009 0.05
Si 1.689 -1.15 21.695 -0.144 -0.064 -0.745
Si 3.866 1.093 21.725 0.168 0.13 -0.77
Si 1.231 3.79 21.935 0.088 0.248 -0.709
Si 4.237 7.038 21.731 -0.119 -0.151 -0.736
Si 1.074 -6.938 21.828 0.207 0.148 -0.743
Si 4.352 -3.969 21.629 -0.149 -0.069 -0.751
Si 6.494 -1.694 21.639 0.123 0.1 -0.764
Si -6.435 1.575 21.575 -0.252 -0.011 -0.739
Si 6.961 4.362 21.644 -0.048 -0.199 -0.715
Si -7.033 6.434 21.69 0.089 0.234 -0.794
Si 6.562 -7.153 21.847 0.246 0.236 -0.749
Si 9.803 -3.711 21.735 -0.163 -0.198 -0.699
Si -4.368 -1.545 21.319 -0.052 -0.087 -0.64
Si -1.094 1.587 21.9 -0.144 -0.181 -0.736
Si -4.295 3.865 21.636 0.2 0.08 -0.705
Si -1.075 7.106 21.68 -0.035 -0.108 -0.776
Si -3.935 -6.564 21.463 0.037 -0.04 -0.697
Si -1.833 -4.323 21.849 0.283 0.204 -0.712
Si -8.062 -7.956 -6.918 -0.047 -0.014 0.005
Si -7.807 1.14 24.146 0.017 0.023 0.075
Si 2.916 -5.61 23.974 -0.066 -0.012 -0.059
Si -1.629 -2.875 24.723 -0.133 -0.122 -0.072
Si 2.945 -7.003 -7.179 -0.053 -0.041 -0.044
Si 3.949 -3.817 -3.276 0.002 -0.092 0.185
Si -5.797 -5.716 -2.142 0.013 -0.037 0.187
Si -7.092 1.421 -2.693 -0.045 0.077 0.043
Si 4.314 3.11 -6.733 0.1 0.042 0.013
Si -4.545 2.056 -4.392 0.054 0.085 0.016
Si 1.386 -8.047 -3.015 0.018 0.119 0.165
Si 3.939 -6.801 -4.385 0.039 0.086 0.018
Si -5.398 6.951 -6.578 0.106 0.059 -0.12
Si -5.656 -8.069 23.693 -0.095 -0.099 -0.09
Si 6.109 -2.154 -4.819 -0.006 0.105 -0.081
Si 3.803 -7.214 26.218 -0.001 0.01 -0.061
Si -7.525 -1.277 -3.771 0.072 -0.005 -0.093
Si -4.562 0.078 26.179 0.011 -0.126 -0.056
Si -2.877 0.331 -6.082 0.129 -0.006 -0.049
Si 1.334 -0.473 -5.371 -0.017 0.035 -0.064
Si -6.365 2.596 26.347 0.03 0.035 -0.054
Si -2.898 -0.139 23.703 0.099 0.025 -0.06
Si -7.886 0.037 -6.612 -0.035 -0.02 -0.033
Si -2.516 5.262 23.779 -0.028 0.016 -0.116
Si -7.902 -7.985 -2.136 0.019 0.028 0.15
Si -1.181 -0.583 -3.89 -0.003 0.118 0.105
Si -1.07 3.383 25.475 -0.015 -0.064 -0.006
Si 5.305 0.278 -6.331 0.005 -0.11 -0.046
Si -2.595 -2.488 -2.003 -0.01 -0.015 0.058
Si 2.916 5.398 24.134 -0.026 -0.113 -0.094
Si -0.221 1.566 -7.1 0.002 -0.114 -0.056
Si -7.48 -3.955 24.738 0.108 0.045 -0.261
Si 2.625 5.752 -2.224 0.17 -0.055 0.181
Si -4.667 4.2 -6.36 0.073 0.043 -0.082
Si 0.175 -6 -7.005 -0.01 0.017 -0.064
Si 2.712 -1.259 -2.887 -0.1 0.06 0.144
Si 7.24 -1.298 24.608 0.015 -0.06 -0.155
Si -3.673 7.158 25.867 0.019 0.039 -0.005
Si -4.401 -3.922 -6.683 0.026 -0.034 -0.042
Si 4.925 4.94 -4.286 0.001 0.024 0.149
Si 1.271 6.773 -7.297 -0.049 -0.019 -0.205
Si -3.087 6.185 -5.018 0.002 -0.172 -0.02
Si 6.416 7.793 -4.438 -0.006 -0.009 -0.024
Si -0.61 -8.13 -5.211 -0.086 -0.01 0.01
Si 5.192 4.111 26.016 -0.015 0.133 -0.018
Si 6.65 2.723 -2.748 -0.112 0.034 0.181
Si -2.263 4.863 -2.244 0.01 0.07 0.169
Si 5.801 2.463 23.72 -0.051 0.077 -0.06
Si 8.007 -6.741 24.658 -0.108 -0.098 -0.131
Si 0.913 -1.574 24.591 -0.003 0.017 -0.096
Si 5.357 0.083 -1.857 0.029 0.078 0.053
Si 0.491 1.013 25.968 -0.011 0.012 -0.073
Si -5.091 -3.303 -3.79 -0.109 -0.005 0.098
Si -1.828 2.074 -2.698 0.112 -0.034 0.038
Si 1.381 -1.374 5.407 0.016 -0.005 -0.006
Si 4.081 1.314 5.455 0.006 0.001 0.013
Si 1.33 4.108 5.473 -0.002 -0.016 0.008
Si 4.063 6.858 5.442 -0.002 0.004 0.002
Si 1.351 9.536 5.386 -0.02 0.003 0.003
Si 4.051 -4.112 5.429 0.011 -0.007 0.01
Si 6.78 -1.365 5.474 0.013 0.007 0.002
Si 9.542 1.359 5.494 0.003 -0.008 0.013
Si 6.842 4.076 5.475 0.001 -0.005 0.01
Si 9.496 6.804 5.463 0.005 -0.006 0.007
Si 6.775 -6.807 5.393 -0.005 0.012 0.004
Si 9.52 -4.087 5.432 -0.006 0.004 0.008
Si -4.053 -1.377 5.424 0.002 0.013 0.008
Si -1.363 1.361 5.487 0.014 -0.008 0.012
Si -4.074 4.127 5.467 0 0.005 0.014
Si -1.361 6.804 5.44 -0.008 0.009 0.013
Si -4.068 -6.776 5.46 -0.008 -0.013 0.001
Si -1.328 -4.119 5.387 -0.005 -0.014 -0.004
Si 2.727 -0.039 6.81 0.009 0 0.003
Si 5.443 2.709 6.794 0.002 -0.008 0.002
Si 2.721 5.465 6.799 0.003 0.004 0.002
Si 5.43 -8.13 6.806 -0.014 0.001 -0.006
Si 2.696 -5.452 6.793 0.007 0.003 0.001
Si 5.42 -2.749 6.798 -0.004 0 -0.002
Si 8.152 0.001 6.822 -0.01 0.004 0.003
Si 10.905 2.733 6.825 0.006 -0.002 -0.001
Si 8.17 5.441 6.843 -0.004 -0.001 0.004
Si 10.882 -8.154 6.799 0.004 0.006 0.001
Si 8.146 -5.453 6.772 0.005 -0.004 -0.001
Si 10.887 -2.722 6.788 0.001 0.002 -0.01
Si -2.728 -0.01 6.816 -0.011 0.003 0.003
Si -0.002 2.726 6.833 -0.007 -0.001 0.003
Si -2.717 5.469 6.828 -0.006 -0.008 0
Si 0.006 8.176 6.775 -0.004 0.002 -0.001
Si -2.694 -5.429 6.8 -0.005 -0.004 0.004
Si 0.006 -2.733 6.761 -0.005 0.008 -0.006
Si 1.373 1.35 8.159 0.005 0.008 -0.006
Si 4.081 4.083 8.145 0.004 0 -0.002
Si 1.359 6.819 8.155 -0.001 0.004 -0.008
Si 4.068 -6.786 8.166 0.01 0.009 0.005
Si 1.349 -4.082 8.15 0.003 -0.01 -0.007
Si 4.08 -1.387 8.173 -0.004 -0.001 0
Si 6.797 1.364 8.174 0.003 -0.003 -0.006
Si 9.537 4.084 8.188 0.013 0.014 -0.004
Si 6.784 6.808 8.164 -0.007 -0.016 -0.003
Si 9.51 -6.799 8.149 0 -0.007 -0.013
Si 6.798 -4.095 8.15 -0.009 0.001 -0.003
Si 9.523 -1.367 8.159 0.001 0.004 0.002
Si -4.076 1.355 8.179 -0.011 -0.009 0.003
Si -1.369 4.086 8.179 -0.015 -0.005 -0.006
Si -4.082 6.821 8.177 0.005 -0.006 0
Si -1.352 -6.801 8.157 -0.002 -0.001 0.003
Si -4.068 -4.072 8.153 0.008 0.008 -0.004
Si -1.348 -1.374 8.144 -0.005 0.01 -0.008
Si 0.002 -0.006 9.511 -0.003 -0.011 -0.003
Si 2.727 2.721 9.513 0.01 -0.004 0.004
Si 0.003 5.453 9.519 -0.002 -0.002 -0.003
Si 2.717 -8.155 9.525 0.008 -0.003 0.004
Si 0 -5.44 9.52 -0.007 0.007 -0.006
Si 2.708 -2.733 9.523 0.007 -0.001 0
Si 5.437 -0.007 9.52 0.005 0.003 -0.002
Si 8.161 2.722 9.531 -0.005 -0.002 -0.007
Si 5.433 5.439 9.52 -0.004 0.004 0.004
Si 8.155 -8.157 9.518 0.005 0.002 -0.007
Si 5.434 -5.437 9.522 -0.007 0.004 0.003
Si 8.157 -2.728 9.511 0.006 -0.003 -0.006
Si -5.447 -0.002 9.528 -0.002 0.011 -0.001
Si -2.718 2.719 9.535 -0.005 -0.003 0.002
Si -5.429 5.45 9.536 0.01 -0.007 -0.003
Si -2.714 -8.148 9.528 -0.007 -0.002 0.002
Si -5.439 -5.437 9.505 0 -0.006 -0.003
Si -2.712 -2.718 9.519 -0.007 0.009 -0.001
Si 1.353 -1.365 10.877 0.006 0.011 -0.001
Si 4.082 1.36 10.876 0.005 -0.008 0.004
Si 1.363 4.084 10.872 -0.001 0.001 0.001
Si 4.073 -9.523 10.881 -0.001 -0.006 0.004
Si 1.357 -6.798 10.885 -0.001 0.009 -0.002
Si 4.072 -4.084 10.882 0.008 0.005 0.006
Si 6.8 -1.364 10.875 -0.003 0 0.002
Si 9.517 1.36 10.89 0.003 -0.005 0.006
Si 6.797 4.083 10.883 0.011 -0.001 0.002
Si 9.518 -9.514 10.881 0 -0.009 -0.002
Si 6.792 -6.804 10.877 -0.005 -0.002 -0.004
Si 9.519 -4.084 10.872 0.005 0.008 -0.002
Si -4.075 -1.358 10.878 0.001 0.003 0.001
Si -1.349 1.359 10.88 -0.01 0.003 0.002
Si -4.075 4.082 10.89 -0.009 0.002 -0.002
Si -1.356 6.806 10.886 -0.011 0 0.001
Si -4.08 -6.79 10.877 0.005 -0.001 0.002
Si -1.357 -4.081 10.882 0.001 -0.012 0.003
Si 2.712 0.003 12.228 0.003 -0.001 0.003
Si 5.438 2.718 12.242 -0.001 0 0.005
Si 2.713 5.441 12.243 0.004 -0.001 0.001
Si 5.436 -8.166 12.24 0.006 0.001 0.002
Si 2.718 -5.443 12.245 0.007 -0.006 0.003
Si 5.428 -2.716 12.232 0 0.001 0
Si 8.155 -0.004 12.242 0 -0.001 0.006
Si 10.877 2.73 12.246 0.014 0.005 -0.001
Si 8.159 5.443 12.239 -0.002 0.004 0.005
Si 10.883 -8.157 12.235 0.002 0.004 -0.004
Si 8.151 -5.441 12.231 0.002 -0.008 0.005
Si 10.883 -2.725 12.231 -0.003 0.003 -0.001
Si -2.716 0.005 12.236 -0.007 0 -0.001
Si 0.01 2.724 12.24 0.004 -0.005 0.009
Si -2.709 5.437 12.243 -0.008 -0.013 0
Si 0 8.165 12.251 -0.001 -0.005 0.003
Si -2.714 -5.442 12.242 -0.008 0.013 0.003
Si 0.002 -2.723 12.246 -0.007 0.007 0.003
Si 1.371 1.366 13.601 0.006 -0.006 0.002
Si 4.071 4.078 13.6 0.002 0 0.005
Si 1.357 6.801 13.61 -0.004 -0.001 0.006
Si 4.074 -6.81 13.599 0.004 -0.001 -0.001
Si 1.362 -4.085 13.608 0.012 -0.001 0.006
Si 4.06 -1.359 13.588 0.004 0.015 -0.006
Si 6.794 1.356 13.605 0.006 -0.004 0.017
Si 9.519 4.093 13.608 -0.006 -0.007 0.003
Si 6.795 -9.528 13.601 0.008 -0.007 0.001
Si 9.51 -6.804 13.586 0 0.001 0.008
Si 6.779 -4.084 13.585 -0.012 0.016 0.003
Si 9.522 -1.366 13.59 0.015 -0.011 0
Si -4.072 1.374 13.592 -0.012 0.005 -0.006
Si -1.346 4.083 13.607 -0.007 0.006 0.008
Si -4.072 6.799 13.59 0.004 0.001 -0.004
Si -1.358 9.522 13.616 -0.007 -0.003 0.002
Si -4.073 -4.08 13.592 0.003 -0.006 -0.003
Si -1.354 -1.35 13.596 -0.009 0.006 0.004
Si 0.013 0.005 14.957 -0.004 0.007 -0.001
Si 2.719 2.728 14.977 0.003 0 0.001
Si 0.003 5.445 14.981 0.006 -0.001 0.008
Si 2.721 8.156 14.97 0.016 -0.005 0.002
Si 0.012 -5.444 14.978 -0.006 -0.001 0.003
Si 2.719 -2.72 14.967 0.003 0.008 0.001
Si 5.405 0.002 14.949 -0.007 -0.011 -0.002
Si 8.155 2.728 14.96 0.001 -0.001 0.009
Si 5.431 5.432 14.959 -0.002 0 -0.002
Si 8.153 -8.164 14.953 0 0.002 0.001
Si 5.418 -5.439 14.955 0.006 -0.001 -0.003
Si 8.145 -2.728 14.934 0.008 0.006 -0.005
Si -5.438 0.012 14.934 0.008 -0.002 -0.012
Si -2.704 2.72 14.962 -0.011 -0.011 0
Si -5.431 5.458 14.962 0.008 0.002 -0.001
Si -2.712 8.139 14.964 -0.01 -0.003 -0.001
Si -5.437 -5.452 14.933 0.009 0.006 -0.001
Si -2.712 -2.713 14.946 0 0.004 -0.002
O 3.797 -4.772 22.924 0.027 -0.284 0.325
O -1.562 -3.693 23.326 0.359 0.159 0.123
O 0.328 -0.064 24.764 -0.31 0.217 -0.409
O 7.805 -2.749 24.945 -0.14 -0.178 0.147
O 4.753 -3.309 26.289 0.204 -0.086 -0.005
O 1.627 -6.213 23.196 -0.107 0.05 0.702
O -5.717 5.366 -6.766 -0.429 0.035 -0.258
O -3.76 4.633 22.974 -0.083 0.078 0.179
O 7.124 -1.124 23.013 0.4 0.284 0.091
O 8.121 5.389 22.176 -0.19 0.235 0.5
O -0.066 0.088 -0.383 0.007 0.126 -0.283
O 5.59 2.715 25.3 -0.152 -0.407 0.121
O 5.564 -5.536 -0.43 0.075 -0.003 -0.477
O -5.469 5.441 -0.38 -0.024 0.228 -0.311
O -1.456 5.986 -1.373 0.487 -0.143 -0.399
O 1.766 5.298 -6.847 0.403 -0.053 0.411
O 3.507 6.442 23.055 0.106 0.219 -0.127
O 2.727 -2.766 -3.505 -0.403 -0.23 -0.194
O -3.521 -0.614 22.32 0.271 0.112 -0.201
O -3.301 -1.591 -0.887 -0.005 0.139 -0.014
O -3.224 2.111 -3.487 -0.087 -0.3 0.21
O -8.038 -0.15 25.092 0.377 0.205 0.669
O 2.855 2.597 -0.282 0.291 -0.268 -0.445
O -0.867 0.947 -3.386 0.632 -0.11 -0.04
O -4.883 -7.265 22.555 0 0.054 0.068
O -7.379 -0.513 -5.184 0.152 0.031 -0.003
O -8.13 -2.725 -0.438 0.096 0.123 -0.609
O -4.137 0.325 24.631 -0.549 0.544 -0.217
O -6.16 -3.617 25.602 0.376 -0.077 -0.192
O 6.821 3.261 -1.226 -0.067 -0.306 0.046
O -4.435 7.062 -5.271 -0.052 0.745 0.552
O -6.486 -4.667 -1.129 -0.186 -0.044 -0.179
O -7.636 -3.847 -7.181 0.061 0.095 0.566
O -4.227 1.113 -5.676 -0.404 -0.076 -0.248
O -0.01 -8.099 22.26 0.083 0.033 0.528
O -5.524 3.979 26.216 0.535 -0.177 -0.379
O 3.49 6.737 -1.242 -0.193 0.394 -0.159
O -2.878 -4.461 -6.722 0.115 -0.458 0.555
O 4.511 1.734 23.082 -0.085 0.085 0.483
O -1.905 -3.787 -1.35 -0.065 -0.274 -0.34
O 6.504 -0.925 -1.339 0.402 -0.077 -0.249
O 8.123 2.405 -3.351 0.14 0.124 -0.781
O -5.36 2.704 22.086 0.212 -0.171 0.425
O 4.769 0.783 -0.559 0.2 0.125 0.013
O -0.069 -5.452 -0.521 0.046 0.125 -0.436
O 2.79 2.942 -7.249 -0.225 -0.167 0.11
O 0.3 2.51 25.389 0.563 0.329 -0.303
O 1.807 -1.281 -1.54 0.003 -0.218 -0.127
O -6.853 0.747 22.911 0.256 -0.639 0.216
O -3.431 4.189 -1.323 -0.159 -0.506 -0.253
O 1.995 6.131 25.249 -0.455 0.132 -0.116
O -0.035 -7.785 -3.739 -0.429 0.26 0.229
O -7.534 -0.132 -2.635 0.18 -0.235 0.465
O 4.217 -0.821 -2.526 0.046 -0.393 -0.314
O 7.1 1.556 23.5 -0.119 -0.537 -0.351
O 0.182 3.13 -7.206 -0.477 0.377 -0.024
O 2.599 -4.591 25.21 -0.552 0.409 -0.063
O -7.103 -4.204 23.176 -0.026 -0.405 0.138
O -6.904 1.904 -1.166 0.013 0.54 -0.021
O -2.516 -0.556 -4.784 -0.166 -0.382 -0.061
O 1.992 4.338 23.296 0.159 -0.406 0.522
O -2.059 1.616 -1.163 -0.56 0.189 0.105
O -6.313 6.918 23.068 -0.013 -0.351 0.346
O 1.473 6.672 -2.854 -0.617 -0.33 -0.113
O -1.835 1.025 23.269 0.176 0.185 0.416
O -5.416 -5.169 -6.841 0.089 -0.356 0.184
O 7.126 -6.673 23.298 -0.09 0.386 0.23
O 7.027 -8.04 -5.867 -0.187 0.103 -0.067
O 5.815 -1.115 25.333 -0.348 0.366 -0.236
O 2.648 -7.64 -3.925 -0.046 -0.285 -0.407
O -2.881 -5.537 22.179 0.105 -0.428 0.484
O 6.106 3.851 22.94 -0.253 0.298 0.248
O -3.745 -2.916 -3.017 0.219 0.07 0.002
O -1.826 6.456 22.959 -0.143 -0.085 0
O -0.303 -4.465 -7.211 0.402 0.422 -0.118
O -5.403 -2.558 22.099 -0.176 -0.148 0.308
O 6.634 -2.581 -6.285 -0.035 -0.435 -0.166
O -4.51 -6.375 -1.405 -0.084 -0.065 -0.416
O 5.409 -2.824 22.134 -0.077 -0.02 0.389
O -3.217 4.96 -6.126 0.468 -0.359 -0.018
O 5.334 -7.449 -3.875 0.215 0.092 0.555
O -5.726 1.464 -3.512 0.031 -0.274 0.193
O 5.88 1.287 -2.8 -0.002 -0.122 -0.841
O 5.916 3.854 -3.611 0.177 0.041 -0.068
O -6.743 7.743 -6.237 -0.105 0.111 0.77
O -1.43 -1.602 -2.676 0.289 0.007 0.246
O 5.454 5.323 -0.374 0.034 -0.065 -0.365
O 2.199 -0.22 -4.023 0.008 0.477 -0.031
O 3.699 -5.311 -3.813 -0.141 -0.016 -0.124
O -5.34 -0.011 -0.302 -0.133 -0.156 -0.259
O -1.898 7.243 -5.198 0.054 0.301 0.096
O -5.413 -4.854 -3.449 0.096 -0.388 -0.593
O 4.042 -6.919 -5.999 0.508 0.136 -0.418
O -1.455 4.075 24.073 -0.058 -0.289 -0.42
O 7.354 -7.272 -1.166 -0.082 0.163 -0.205
O -6.95 1.318 -6.89 -0.194 0.165 0.586
O 1.109 -1.897 23.028 -0.52 -0.401 0.088
O 7.649 7.72 -3.4 0.385 -0.191 0.064
O -6.81 -7.155 24.298 0.133 0.368 0.064
O 1.81 4.618 -1.396 -0.354 -0.333 -0.522
O 8.081 -5.262 25.29 -0.106 0.09 0.49
O 6.57 4.929 26.328 0.019 0.363 -0.379
O 4.176 4.802 24.956 0.198 0.106 -0.119
O -1.29 3.618 -2.685 0.637 0.113 -0.27
O 0.118 2.63 22.315 0.068 -0.127 0.079
O 0.899 0.876 -6.148 0.268 0.287 0.243
O 2.166 -1.373 -6.427 0.099 -0.462 0.217
O -7.695 -6.45 -7.385 -0.178 0.138 -0.085
O -2.969 5.887 25.182 0.429 -0.419 0.507
O 7.445 -7.756 25.771 -0.073 -0.158 -0.161
O 2.76 -0.017 22.216 -0.154 -0.061 0.161
O 1.718 -6.106 -6.607 0.272 0.473 0.66
O 5.283 -0.766 -5.079 -0.292 -0.166 0.398
O -2.224 -1.403 24.436 0.13 0.141 0.297
O -7.177 2.361 24.976 -0.001 0.465 -0.219
O -0.012 -1.184 -4.83 -0.157 -0.586 0.028
O -2.941 5.548 -3.541 -0.338 -0.085 -0.034
O -2.568 -8.078 26.37 0.235 -0.067 -0.219
O 5.705 6.339 -4.533 -0.126 0.017 -0.07
O -0.104 -2.662 25.217 0.158 -0.292 0.193
O 5.401 8.078 22.217 -0.109 -0.068 0.258
O 4.135 -3.82 -1.659 -0.008 0.442 -0.257
O -6.337 -2.326 -3.455 0.059 -0.127 0.064
O 3.62 5.14 -3.34 -0.154 -0.25 -0.123
O 5.2 -3.275 -4.132 0.061 -0.14 -0.206
O -7.188 7.125 -1.346 0.197 -0.115 -0.235
O -0.828 -6.697 -5.937 -0.692 0.121 0.344
O -2.262 2.383 25.95 -0.53 -0.247 -0.353
O -4.58 7.925 24.806 -0.13 -0.009 0.196
O -3.1 -0.65 -7.311 -0.158 -0.079 -0.156
O -5.001 3.509 -4.93 -0.387 0.244 0.437
O 1.473 -7.25 -1.61 0.095 0.131 -0.124
O -2.466 -3.604 25.89 0.014 -0.205 -0.121
O 6.871 0.479 -6.709 0.026 0.373 -0.144
O 7.365 -2.013 -3.814 -0.096 -0.444 0.444
O 3.739 -6.856 24.625 0.141 -0.309 -0.29
O 4.462 4.347 -5.714 -0.279 0.414 -0.221
O 0.478 7.378 -6.059 0.236 -0.082 0.162
O -4.763 -3.135 -5.345 -0.166 0.457 -0.085
O -1.688 1.383 -6.44 -0.142 0.288 0.165
O 2.295 -1.605 25.426 0.564 -0.337 -0.214
O 4.747 1.752 -5.967 0.033 0.046 0.484
O -2.801 8.119 -0.545 0.034 0.063 -0.462
O -6.807 -6.889 -2.588 0.107 -0.045 -0.508

Results
total energy: -101656.018 eV
total energy less fixed offsets of O -438.25, Si -107.07 eV per atom: -2.818 eV
